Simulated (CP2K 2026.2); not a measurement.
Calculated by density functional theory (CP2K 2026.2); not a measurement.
Periodic cell of 1147 atoms, Si864O283, from a study of silicon, its oxide and their interface. The atomic structure is a simulated model.
Doubt: the forces sum to 1.91 eV/angstrom along one axis rather than to zero, so they err by at least 0.0017 eV/angstrom per atom on average; the grid cutoff is modest.

Settings
functional: PBE
method: Gaussian and plane waves
basis set: DZVP-MOLOPT-SR-GTH
pseudopotentials: GTH-PBE
grid cutoff: 350 Ry, relative cutoff 50 Ry
k points: Gamma only
occupations: fixed
spin: none
net charge: 0

Cell vectors (angstrom)
a  32.64  0  0
b  0  16.32  0
c  1.675  3.4128  39.1231

Atoms: element, x, y, z (angstrom)
Si  31.5552  14.7031  1.4516
Si  1.224  1.5091  1.3602
Si  31.4268  3.6005  1.432
Si  0.8961  7.1593  1.3021
Si  31.6468  8.8516  1.313
Si  1.1258  12.4624  1.3876
Si  4.3206  14.5421  1.5944
Si  6.2693  1.695  1.5995
Si  4.6009  3.4351  1.7478
Si  8.2045  11.0725  38.3794
Si  4.4595  9.3502  1.0875
Si  6.6003  12.407  1.7163
Si  9.9079  14.352  1.7685
Si  12.2893  0.9684  1.4606
Si  8.9832  4.5489  1.5639
Si  11.5816  7.554  1.4958
Si  9.6862  9.2277  1.5289
Si  11.7455  12.7711  1.8908
Si  14.5381  15.1314  1.6
Si  17.5241  1.6652  1.253
Si  15.5174  4.1234  1.0097
Si  17.2796  7.1981  1.4021
Si  16.3492  10.8638  3.0471
Si  17.8779  11.6557  1.4628
Si  20.5397  14.6195  1.0412
Si  22.5824  1.6866  1.365
Si  20.8918  3.4669  1.2564
Si  23.3458  7.7123  0.9312
Si  19.7629  10.1504  1.6496
Si  23.441  11.9472  1.4994
Si  26.4071  13.7917  0.861
Si  26.8901  16.1095  0.558
Si  26.3456  4.1589  0.2072
Si  29.7707  11.7345  37.0385
Si  25.3644  10.383  1.5583
Si  32.3134  12.9791  38.3932
Si  0.1275  16.2359  2.7138
Si  2.754  2.5626  2.8355
Si  32.5863  5.3689  2.6462
Si  2.8059  8.0978  2.4645
Si  32.628  10.7135  2.5519
Si  2.6929  13.4554  2.8619
Si  5.3798  16.2446  2.8559
Si  8.0621  2.7266  2.7602
Si  5.485  5.2547  2.9171
Si  8.1352  8.0691  2.8556
Si  5.3713  10.7696  2.7851
Si  8.1285  13.5561  3.0282
Si  10.7909  16.2052  2.8752
Si  13.3876  2.7003  2.6113
Si  10.7704  5.6012  2.6831
Si  13.4155  8.2858  2.8193
Si  10.7643  10.8715  2.9072
Si  13.5035  13.6739  3.0909
Si  16.288  16.3861  2.5594
Si  19.0971  2.7083  2.631
Si  16.3238  5.5122  2.7201
Si  18.9534  8.2418  2.7082
Si  15.1035  9.481  1.702
Si  18.9943  13.5303  2.5007
Si  21.6288  16.2263  2.5559
Si  24.4696  2.7118  2.4358
Si  21.7921  5.3723  2.4141
Si  24.5136  8.5198  2.717
Si  21.6696  11.025  2.7752
Si  24.6847  13.5831  2.6264
Si  27.8045  0.5744  2.6418
Si  29.7451  2.3428  2.7155
Si  27.9734  5.4541  2.335
Si  29.9423  7.8711  2.7031
Si  27.2339  11.0181  2.8182
Si  29.9625  13.6603  2.7991
Si  31.3504  1.2676  4.0623
Si  1.3963  4.0829  4.0286
Si  31.3525  6.6995  4.1458
Si  1.4838  9.4952  3.945
Si  31.29  12.1149  3.9988
Si  1.4025  14.9012  4.1574
Si  4.002  1.1991  4.2582
Si  6.8195  3.9825  4.3224
Si  4.0338  6.7359  4.0108
Si  6.7521  9.4515  4.1439
Si  4.0359  12.1021  4.1899
Si  6.7905  14.9994  4.2517
Si  9.4425  1.3577  4.0955
Si  12.136  4.1382  3.9985
Si  9.5266  6.8246  4.2589
Si  12.2073  9.6306  4.2777
Si  9.4258  12.15  4.3396
Si  12.1649  15.0355  4.3837
Si  14.9368  1.4422  3.9748
Si  17.7526  4.1401  3.9979
Si  14.8245  6.7853  4.0544
Si  17.6777  9.4481  4.2908
Si  14.9511  12.2785  4.2587
Si  17.662  14.9785  3.8889
Si  20.358  1.2808  4.0108
Si  23.2104  4.1448  3.8827
Si  20.4173  6.7697  3.8594
Si  23.0043  9.6207  4.1034
Si  20.3671  12.3977  4.0954
Si  23.215  15.0193  3.8634
Si  25.9477  1.4767  3.8675
Si  28.7496  4.0235  4.0219
Si  25.7812  6.9616  3.9342
Si  28.6058  9.4486  3.9354
Si  25.8989  12.3346  4.2011
Si  28.6469  15.1263  4.0563
Si  30.0059  16.3323  5.5054
Si  32.669  2.7102  5.3887
Si  29.9911  5.3733  5.4776
Si  32.7347  8.1533  5.3614
Si  29.9255  10.8084  5.3709
Si  32.6204  13.5097  5.4087
Si  2.6786  16.2114  5.6125
Si  5.3901  2.6199  5.5643
Si  2.7112  5.4206  5.4381
Si  5.3791  8.0818  5.4482
Si  2.6829  10.7838  5.5151
Si  5.4116  13.5431  5.5009
Si  8.139  16.3624  5.5662
Si  10.8267  2.7524  5.4158
Si  8.1708  5.4219  5.5825
Si  10.8776  8.1934  5.5848
Si  8.0672  10.7788  5.6058
Si  10.8142  13.5742  5.621
Si  13.6286  16.4471  5.5077
Si  16.3354  2.7649  5.3443
Si  13.5227  5.4154  5.4327
Si  16.2249  8.0923  5.4968
Si  13.6033  10.923  5.6101
Si  16.3636  13.6936  5.4361
Si  18.9907  16.2931  5.3697
Si  21.8045  2.7319  5.2458
Si  19.0914  5.478  5.353
Si  21.7193  8.1297  5.3521
Si  19.0781  10.9272  5.4667
Si  21.8279  13.7252  5.3571
Si  24.571  16.392  5.2426
Si  27.1999  2.8337  5.3377
Si  24.4886  5.5125  5.3108
Si  27.2311  8.1616  5.3485
Si  24.4532  10.9425  5.4374
Si  27.2757  13.7372  5.4299
Si  31.3012  14.897  6.8176
Si  1.3273  1.3516  6.8353
Si  31.3318  4.0291  6.8219
Si  1.3733  6.7906  6.7978
Si  31.3178  9.4822  6.7342
Si  1.334  12.1935  6.8207
Si  4.0732  14.8725  6.91
Si  6.7689  1.3351  6.9419
Si  4.0492  4.0591  6.8374
Si  6.7545  6.7774  6.864
Si  4.063  9.4476  6.8522
Si  6.7469  12.2078  6.903
Si  9.4731  14.9749  6.9195
Si  12.2172  1.4421  6.8276
Si  9.5251  4.0576  6.8915
Si  12.2378  6.7837  6.8651
Si  9.4836  9.4886  6.9431
Si  12.225  12.2589  6.943
Si  14.9856  15.0282  6.8133
Si  17.6569  1.3722  6.7251
Si  14.9529  4.0816  6.7547
Si  17.6813  6.767  6.7711
Si  14.9497  9.5001  6.884
Si  17.6965  12.2874  6.7973
Si  20.4225  15.0155  6.7393
Si  23.1769  1.4017  6.6409
Si  20.4487  4.076  6.6727
Si  23.1146  6.811  6.7144
Si  20.4178  9.5163  6.7683
Si  23.1097  12.316  6.7657
Si  25.8573  15.0546  6.733
Si  28.5633  1.4283  6.73
Si  25.8448  4.162  6.7116
Si  28.5724  6.7839  6.7365
Si  25.8458  9.5246  6.7223
Si  28.5975  12.2541  6.7208
Si  32.6284  16.2908  8.1804
Si  2.6934  2.7059  8.1981
Si  32.6603  5.4279  8.1612
Si  2.7107  8.1117  8.2117
Si  32.6163  10.8425  8.1647
Si  2.6874  13.5329  8.2248
Si  5.4199  16.2642  8.2582
Si  8.1522  2.7115  8.2504
Si  5.4107  5.4084  8.2146
Si  8.1119  8.1222  8.2536
Si  5.393  10.8367  8.2311
Si  8.1156  13.5879  8.2476
Si  10.882  16.3532  8.2018
Si  13.5998  2.7636  8.1794
Si  10.881  5.4293  8.2316
Si  13.5908  8.1405  8.2281
Si  10.8564  10.8739  8.2626
Si  13.623  13.6545  8.1991
Si  16.3384  16.3662  8.1684
Si  19.0595  2.7346  8.0548
Si  16.3228  5.4181  8.1365
Si  19.0261  8.1708  8.1173
Si  16.3342  10.9081  8.165
Si  19.0823  13.6353  8.1294
Si  21.8007  16.3867  8.0584
Si  24.4988  2.7588  8.0535
Si  21.7694  5.4373  8.078
Si  24.4848  8.1665  8.0839
Si  21.7789  10.8991  8.1101
Si  24.5013  13.664  8.0923
Si  27.219  16.3839  8.1078
Si  29.9225  2.7151  8.1533
Si  27.2034  5.4666  8.1156
Si  29.9386  8.1425  8.0997
Si  27.2092  10.9016  8.0756
Si  29.9285  13.5633  8.1574
Si  31.274  17.7211  20.3821
Si  1.3442  4.1298  20.4453
Si  31.2699  6.8466  20.4025
Si  1.3334  9.5669  20.4641
Si  31.2885  12.2734  20.4328
Si  1.345  14.9949  20.4485
Si  4.0825  17.7125  20.4906
Si  6.759  4.1072  20.4843
Si  4.0553  6.8377  20.4753
Si  6.7678  9.4932  20.4443
Si  4.0406  12.2406  20.4227
Si  6.7825  14.9931  20.4619
Si  9.5303  17.7031  20.4327
Si  12.2207  4.0435  20.4417
Si  9.473  6.7601  20.47
Si  12.2452  9.5007  20.4479
Si  9.5175  12.2283  20.4466
Si  12.2692  14.9577  20.4097
Si  14.9807  17.6305  20.4102
Si  17.7116  4.0124  20.3946
Si  14.9497  6.7633  20.3923
Si  17.6793  9.4774  20.3336
Si  14.9797  12.1999  20.3704
Si  17.6922  14.9196  20.3803
Si  20.4117  17.6424  20.3516
Si  23.1341  4.0784  20.3316
Si  20.4181  6.7158  20.3178
Si  23.1172  9.4801  20.2861
Si  20.3856  12.2278  20.3305
Si  23.124  14.9739  20.3271
Si  25.848  17.728  20.3332
Si  28.5462  4.1448  20.3625
Si  25.8538  6.8155  20.3528
Si  28.57  9.5594  20.3703
Si  25.8673  12.2559  20.3007
Si  28.6059  15.0226  20.3374
Si  29.9363  16.3738  21.7533
Si  32.5893  2.774  21.7632
Si  29.8958  5.5002  21.7435
Si  32.5721  8.2281  21.8045
Si  29.9246  10.8953  21.7717
Si  32.6455  13.6261  21.8236
Si  2.6974  16.3569  21.8277
Si  5.402  2.788  21.8852
Si  2.6721  5.5081  21.8338
Si  5.423  8.1672  21.8703
Si  2.7065  10.9128  21.842
Si  5.3804  13.6119  21.766
Si  8.1717  16.3715  21.7955
Si  10.8481  2.7264  21.8531
Si  8.0926  5.4399  21.8962
Si  10.8569  8.1216  21.7817
Si  8.1252  10.8543  21.7785
Si  10.9118  13.6064  21.7639
Si  13.6249  16.2945  21.803
Si  16.3796  2.6229  21.7664
Si  13.6127  5.3854  21.7668
Si  16.3419  8.1135  21.712
Si  13.6534  10.8636  21.7781
Si  16.336  13.5403  21.7368
Si  19.0848  16.2551  21.7276
Si  21.7647  2.7136  21.6765
Si  19.116  5.3446  21.7339
Si  21.7808  8.0792  21.6329
Si  19.0337  10.8366  21.6758
Si  21.7398  13.6145  21.6622
Si  24.475  16.3696  21.6636
Si  27.1975  2.776  21.7068
Si  24.5083  5.4216  21.6928
Si  27.1874  8.219  21.7111
Si  24.5129  10.8327  21.5889
Si  27.2239  13.6591  21.6251
Si  31.28  15.02  23.1462
Si  1.3388  17.7944  23.1313
Si  31.2001  4.1143  23.1228
Si  1.2664  6.8704  23.1617
Si  31.2632  9.5876  23.239
Si  1.3622  12.274  23.2301
Si  4.0125  14.9201  23.1763
Si  6.8401  17.7492  23.1845
Si  4.0101  4.1833  23.2492
Si  6.7177  6.7888  23.3082
Si  4.0623  9.5498  23.2122
Si  6.7508  12.2514  23.0843
Si  9.5536  14.987  23.1063
Si  12.253  17.6703  23.1648
Si  9.4446  4.0627  23.2589
Si  12.2232  6.7354  23.112
Si  9.4581  9.4597  23.132
Si  12.2872  12.2499  23.1141
Si  15.0053  14.8882  23.129
Si  17.7719  17.5815  23.1375
Si  15.0075  3.9959  23.081
Si  17.7066  6.6998  23.0065
Si  15.0512  9.4925  23.1158
Si  17.7134  12.1865  23.0886
Si  20.4242  14.9202  23.1362
Si  23.0937  17.6936  23.0395
Si  20.4768  3.9946  23.1538
Si  23.1542  6.7768  23.0305
Si  20.3813  9.3988  22.9402
Si  23.1543  12.2066  22.8521
Si  25.916  15.0664  22.9546
Si  28.5872  17.7892  23.0674
Si  25.8299  4.0776  23.1011
Si  28.58  6.9255  23.0745
Si  25.779  9.5238  23.074
Si  28.5048  12.2846  23.0082
Si  32.6881  16.4077  24.4791
Si  2.5541  2.9053  24.5772
Si  32.4672  5.5333  24.4693
Si  2.6234  8.212  24.5301
Si  32.6784  10.923  24.6287
Si  2.6838  13.6023  24.681
Si  5.4404  16.3197  24.3716
Si  8.1037  2.7459  24.7439
Si  5.2912  5.4978  24.7489
Si  8.1305  8.1524  24.621
Si  5.4307  10.9654  24.538
Si  8.1547  13.6045  24.3619
Si  10.8768  16.3226  24.529
Si  13.6662  2.691  24.4913
Si  10.8376  5.4458  24.5496
Si  13.6632  8.0773  24.3701
Si  10.8821  10.8465  24.3533
Si  13.6258  13.5979  24.5434
Si  16.4664  16.144  24.4819
Si  19.1504  2.5717  24.548
Si  16.4516  5.2837  24.3958
Si  19.0314  8.0528  24.3424
Si  16.4231  10.8409  24.5257
Si  19.0996  13.4734  24.4808
Si  21.7628  16.3689  24.4579
Si  24.4358  2.6726  24.4437
Si  21.9009  5.3937  24.4377
Si  24.4678  8.1052  24.4598
Si  21.8419  10.7595  24.118
Si  24.503  13.6382  24.0994
Si  27.2275  16.4558  24.3831
Si  29.8873  2.7767  24.5558
Si  27.2292  5.5277  24.3371
Si  29.8075  8.2991  24.5916
Si  28.3544  9.7815  25.8078
Si  29.853  13.6011  24.3858
Si  31.3405  17.7334  25.8714
Si  33.7338  4.3047  25.9984
Si  31.1662  6.8717  25.9168
Si  1.4167  9.5669  26.0418
Si  31.2462  12.3487  25.8216
Si  1.3188  15.0674  25.9775
Si  4.0379  17.7189  25.5838
Si  6.6237  4.1103  26.1583
Si  3.8003  6.8824  26.0658
Si  6.7629  9.5952  25.9084
Si  4.0778  12.2145  26.0544
Si  6.8173  14.9615  25.7023
Si  9.5921  17.6418  26.0203
Si  12.2506  4.0717  25.8306
Si  9.5195  6.805  26.018
Si  12.2583  9.4601  25.6247
Si  9.5208  12.2273  25.6569
Si  12.2495  15.003  25.9143
Si  15.0993  17.5577  25.7214
Si  17.7833  3.9427  25.864
Si  15.0754  6.6734  25.6276
Si  17.8352  9.4313  25.84
Si  15.0092  12.2002  25.8643
Si  17.81  14.7807  25.9692
Si  20.4718  17.5502  26.0624
Si  23.2198  4.0643  25.9053
Si  20.4054  6.6866  25.6603
Si  22.945  9.413  25.6742
Si  20.5758  11.9953  25.5711
Si  23.2348  14.9368  25.5039
Si  25.8032  17.688  25.8378
Si  28.4639  4.2174  25.8052
Si  25.8832  6.7516  25.7844
Si  27.0637  11.0114  24.3557
Si  25.741  12.4554  25.6476
Si  28.5535  15.0523  25.6939
Si  30.3951  15.8798  26.9161
Si  30.5888  3.8155  28.6685
Si  29.7686  5.5253  27.2917
Si  32.9346  7.833  27.1744
Si  29.7414  11.159  27.1568
Si  32.07  14.1692  27.0803
Si  2.8559  16.4548  27.1234
Si  5.1461  2.5344  27.264
Si  1.9007  6.0452  27.4408
Si  4.8976  8.6953  27.0874
Si  3.2093  10.4491  27.4526
Si  5.5508  13.6553  27.1711
Si  8.1011  16.218  27.2221
Si  11.1553  2.6075  27.3387
Si  8.2574  5.3232  27.4073
Si  11.0601  8.1933  27.2
Si  8.2909  10.9124  27.1719
Si  10.7952  13.5731  27.0902
Si  13.7048  16.3914  27.1904
Si  16.5109  2.4418  27.1425
Si  13.7557  5.3798  27.0635
Si  16.356  8.0322  27.0136
Si  13.5551  10.796  27.0216
Si  16.2909  13.5308  27.3157
Si  17.562  17.1558  28.6946
Si  21.6571  2.9421  27.2985
Si  19.4005  5.1439  27.0866
Si  21.321  8.3647  26.965
Si  19.7871  10.2429  26.972
Si  22.1523  13.2868  26.6997
Si  24.9106  15.753  26.9513
Si  26.7078  3.2192  27.0039
Si  25.0314  5.0208  27.1628
Si  26.8857  8.4533  27.0664
Si  24.0281  11.9015  27.1634
Si  26.7445  14.1564  26.8775
Si  28.8752  16.0631  29.5118
Si  2.5363  18.2368  28.632
Si  32.4293  2.8952  27.4009
Si  1.5124  5.5768  29.8405
Si  31.0493  9.0521  29.207
Si  2.6831  10.4134  29.9085
Si  4.5516  15.4382  28.3202
Si  6.282  17.1218  28.4413
Si  2.4468  7.8062  34.1592
Si  5.8383  8.3967  30.003
Si  32.5295  10.8513  31.0215
Si  7.3398  12.6991  28.3549
Si  9.0191  14.3934  28.4394
Si  13.1449  18.2439  28.5449
Si  9.5833  3.782  28.5314
Si  12.9358  7.2127  28.3172
Si  10.2032  10.0832  28.3676
Si  11.8658  11.8675  28.2592
Si  15.1148  15.1659  28.5436
Si  19.2699  15.9422  27.4682
Si  14.8198  3.6346  28.2288
Si  17.3379  6.6902  28.6695
Si  14.5189  8.9875  28.1363
Si  16.9141  12.5432  29.3532
Si  21.7624  17.5744  33.0771
Si  22.7355  18.6279  29.3806
Si  18.1504  2.7733  31.0581
Si  22.209  7.8444  29.1071
Si  19.5694  11.301  29.0322
Si  20.8298  14.1569  28.3741
Si  23.1687  15.6566  29.6739
Si  27.7124  18.7006  28.9222
Si  24.5474  5.9446  29.33
Si  28.8526  6.9421  28.9626
Si  25.5309  11.726  29.9536
Si  27.8649  13.2397  28.6897
Si  3.4194  7.6346  31.2659
Si  8.5647  17.5376  31.9787
Si  6.028  16.7996  33.4049
Si  25.8272  5.6085  33.3279
Si  25.3438  3.2268  30.598
Si  6.614  11.1643  30.9606
Si  3.629  14.9377  32.8781
Si  10.2954  15.1465  31.2054
Si  1.5247  3.3079  34.0929
Si  8.1041  6.6484  30.2561
Si  12.2079  5.3857  38.1805
Si  11.0688  10.874  37.2073
Si  10.748  14.5088  34.1105
Si  16.2774  4.7984  29.6175
Si  10.9593  11.4975  34.3409
Si  13.1952  16.4332  33.6726
Si  12.8285  7.099  30.6684
Si  7.1377  8.0924  34.6255
Si  16.0877  15.7663  33.507
Si  18.5402  18.5404  36.2396
Si  16.2578  12.9235  34.0825
Si  11.1457  8.0348  38.3827
Si  13.6402  11.8883  32.8023
Si  16.7988  18.7155  33.9035
Si  22.706  5.6095  33.3605
Si  21.2151  3.227  31.9002
Si  20.3665  9.1629  31.151
Si  25.019  14.1749  31.7746
Si  17.4364  8.3932  31.3555
Si  27.4831  7.7499  33.9205
Si  26.9916  15.6206  33.3123
Si  32.395  15.8615  32.3691
Si  20.325  8.4786  36.2859
Si  31.2432  4.7255  30.734
Si  16.7027  12.0253  36.8131
Si  2.0884  12.9306  36.478
Si  22.7605  15.0744  36.8709
Si  28.7709  6.6761  36.4681
Si  5.2137  3.2243  31.9385
Si  7.3642  18.348  30.1345
Si  29.7109  16.7496  32.4759
Si  9.2991  15.4204  36.6238
Si  28.4444  5.9691  31.7703
Si  31.8397  18.6716  32.6633
Si  5.3909  7.379  38.8483
Si  32.9781  13.7496  30.083
Si  28.3486  12.6023  1.527
Si  4.2652  4.9045  37.6082
Si  2.9516  3.0835  31.2124
Si  17.8072  14.0669  31.8375
Si  10.7232  18.0218  37.8032
Si  8.7105  10.0173  32.8552
Si  11.034  4.6202  31.1208
Si  13.4654  17.1934  36.593
Si  12.8471  18.5723  31.5711
Si  11.6137  4.78  35.2341
Si  6.9089  5.5214  32.9553
Si  16.2738  17.3558  37.8948
Si  15.3476  6.4472  32.0729
Si  15.3291  10.4401  30.7774
Si  21.7367  8.502  33.6689
Si  24.8204  17.9576  33.38
Si  17.3389  14.5463  38.4524
Si  23.6614  10.6824  34.8401
Si  22.5627  12.7156  39.0085
Si  13.7785  12.0614  37.9574
Si  30.8545  8.9757  35.9239
Si  24.9839  8.9062  29.3372
Si  32.6944  9.4915  33.8565
Si  30.4775  4.5403  37.4242
Si  4.2881  14.4312  38.1724
Si  26.6425  10.4239  34.9994
Si  30.817  15.6164  38.4925
Si  2.0921  5.9514  35.5798
Si  25.0621  3.8342  35.6561
Si  6.0841  9.5253  37.0788
Si  24.1029  16.8599  39.0501
Si  3.3734  9.5572  38.4149
Si  4.238  12.4011  31.7159
Si  2.3054  17.7905  36.3486
Si  2.1478  10.1151  35.8561
Si  4.9687  18.4488  37.8642
Si  6.2617  16.1549  36.4948
Si  10.2598  8.4797  30.9388
Si  14.2983  4.1118  33.5567
Si  9.3785  3.923  33.4995
Si  7.2618  6.1676  1.7318
Si  20.7495  3.5633  38.0329
Si  9.5812  6.6944  36.1273
Si  10.3618  14.2147  39.0214
Si  20.4258  16.365  35.4775
Si  12.964  13.8235  30.4926
Si  9.4208  4.4662  38.1087
Si  23.1165  13.6454  34.0544
Si  13.1983  15.0379  38.4566
Si  20.531  14.9081  32.9628
Si  23.1232  4.9993  36.3803
Si  18.0992  9.4112  37.9696
Si  25.6768  19.6414  38.5274
Si  22.4249  7.3496  38.0626
Si  27.1421  10.2692  37.9718
Si  27.9614  14.8322  38.0675
Si  32.1379  18.3686  37.7556
Si  3.3314  14.5178  30.0552
Si  32.4814  6.9711  37.6067
Si  2.0232  15.2862  34.4941
Si  22.3885  10.2406  37.3762
Si  27.7818  13.3782  35.4931
Si  31.2641  1.3414  9.5223
Si  1.3565  4.0792  9.5529
Si  31.2808  6.7932  9.4961
Si  1.3469  9.4995  9.5378
Si  31.2794  12.2188  9.5297
Si  1.3545  14.9489  9.5517
Si  4.0571  1.346  9.5653
Si  6.7824  4.0728  9.5867
Si  4.0691  6.7726  9.5804
Si  6.773  9.5063  9.5962
Si  4.0486  12.1974  9.5928
Si  6.7789  14.9336  9.6227
Si  9.5175  1.3538  9.5913
Si  12.2504  4.0882  9.5787
Si  9.4993  6.7741  9.5879
Si  12.227  9.5012  9.5856
Si  9.4957  12.2422  9.5978
Si  12.2425  14.9896  9.5579
Si  14.954  1.3801  9.525
Si  17.696  4.0597  9.4711
Si  14.9789  6.7772  9.535
Si  17.6891  9.5288  9.5061
Si  14.9665  12.256  9.5333
Si  17.7053  14.9812  9.4963
Si  20.4188  1.3895  9.4394
Si  23.132  4.0894  9.4448
Si  20.402  6.7976  9.4508
Si  23.1399  9.5336  9.4582
Si  20.4152  12.2466  9.4829
Si  23.1289  15.0063  9.4481
Si  25.8435  1.4058  9.4563
Si  28.5638  4.1005  9.4828
Si  25.8396  6.8207  9.4672
Si  28.5723  9.5324  9.4453
Si  25.8529  12.2693  9.4426
Si  28.558  14.974  9.4664
Si  29.9072  16.3088  10.8692
Si  32.6247  2.7115  10.8838
Si  29.9211  5.4461  10.8575
Si  32.627  8.1436  10.8848
Si  29.9082  10.867  10.8626
Si  32.6312  13.5887  10.8954
Si  2.7056  16.3088  10.9232
Si  5.4227  2.7022  10.9294
Si  2.7097  5.4227  10.9313
Si  5.4185  8.1434  10.9442
Si  2.6914  10.8465  10.9337
Si  5.4104  13.5701  10.9507
Si  8.1551  16.3099  10.9475
Si  10.8817  2.7215  10.9324
Si  8.1428  5.4252  10.9511
Si  10.8599  8.1467  10.9383
Si  8.1375  10.8736  10.9474
Si  10.8772  13.6149  10.9182
Si  13.6041  16.3423  10.907
Si  16.3327  2.7272  10.8661
Si  13.6125  5.4448  10.9202
Si  16.3288  8.163  10.8716
Si  13.6019  10.8872  10.8998
Si  16.3391  13.6179  10.8698
Si  19.0707  16.3443  10.832
Si  21.7689  2.7386  10.8169
Si  19.0434  5.4414  10.8263
Si  21.7667  8.1646  10.8097
Si  19.0544  10.8893  10.8528
Si  21.7817  13.6237  10.8168
Si  24.4901  16.3509  10.8171
Si  27.2034  2.7412  10.8375
Si  24.4844  5.4483  10.8188
Si  27.21  8.1811  10.8187
Si  24.4979  10.9018  10.8115
Si  27.201  13.6162  10.8276
Si  31.2732  14.9628  12.24
Si  1.3464  1.3648  12.262
Si  31.275  4.088  12.2332
Si  1.3479  6.7992  12.2647
Si  31.2734  9.5194  12.2315
Si  1.3497  12.2395  12.2692
Si  4.0664  14.9576  12.2912
Si  6.7898  1.3535  12.2941
Si  4.0708  4.0685  12.2888
Si  6.7867  6.7945  12.3018
Si  4.0624  9.5069  12.299
Si  6.7823  12.2291  12.3106
Si  9.5171  14.9544  12.2992
Si  12.24  1.3607  12.2834
Si  9.5143  4.0697  12.2977
Si  12.2363  6.7917  12.2807
Si  9.5037  9.513  12.2955
Si  12.2349  12.2397  12.2641
Si  14.9668  14.9622  12.2405
Si  17.6943  1.3584  12.2086
Si  14.9729  4.0707  12.2522
Si  17.6881  6.7902  12.2133
Si  14.9607  9.5123  12.2427
Si  17.6875  12.2391  12.2191
Si  20.4157  14.9663  12.1885
Si  23.1239  1.3743  12.1811
Si  20.4039  4.0863  12.1877
Si  23.1226  6.8081  12.1784
Si  20.4134  9.515  12.1944
Si  23.1355  12.2557  12.1784
Si  25.8424  14.9801  12.185
Si  28.5564  1.3742  12.2083
Si  25.8441  4.0981  12.192
Si  28.5621  6.8213  12.1974
Si  25.8514  9.5415  12.1814
Si  28.5561  12.255  12.2013
Si  32.6307  16.3232  13.6114
Si  2.7057  2.7159  13.6393
Si  32.6318  5.4386  13.6136
Si  2.7012  8.1501  13.6441
Si  32.628  10.8769  13.6066
Si  2.7089  13.5975  13.6396
Si  5.4306  16.3164  13.6535
Si  8.1496  2.7127  13.6547
Si  5.4265  5.4316  13.6507
Si  8.1446  8.1579  13.6591
Si  5.4225  10.871  13.6628
Si  8.1497  13.5965  13.6587
Si  10.8783  16.3197  13.6466
Si  13.6053  2.7222  13.6256
Si  10.8761  5.4351  13.6477
Si  13.5989  8.1595  13.6212
Si  10.872  10.8816  13.6353
Si  13.6004  13.6025  13.6091
Si  16.3317  16.3244  13.5836
Si  19.0469  2.725  13.5604
Si  16.3281  5.4387  13.5953
Si  19.0488  8.1554  13.5619
Si  16.3248  10.876  13.5866
Si  19.054  13.6043  13.5581
Si  21.7721  16.3253  13.5457
Si  24.4852  2.7288  13.5423
Si  21.7633  5.4476  13.5433
Si  24.4868  8.1734  13.5327
Si  21.7747  10.8874  13.5399
Si  24.4901  13.612  13.5478
Si  27.1999  16.3316  13.5595
Si  29.9185  2.7257  13.5823
Si  27.207  5.4564  13.5508
Si  29.9184  8.1635  13.5837
Si  27.2024  10.8952  13.5597
Si  29.9126  13.6029  13.5836
Si  31.2799  1.3783  14.9608
Si  1.352  4.0907  14.9898
Si  31.2796  6.816  14.9586
Si  1.3474  9.5314  14.984
Si  31.278  12.2531  14.9498
Si  1.3567  14.9758  14.9823
Si  4.0719  1.3665  15.0056
Si  6.7885  4.0771  15.0106
Si  4.0654  6.7948  15.0044
Si  6.7866  9.517  15.0234
Si  4.0696  12.2482  15.0115
Si  6.7917  14.962  15.0194
Si  9.5136  1.3543  15.0106
Si  12.2398  4.0722  14.9982
Si  9.5092  6.7943  15.0069
Si  12.2296  9.5108  14.9854
Si  9.5119  12.2323  15.011
Si  12.2395  14.949  14.9895
Si  14.9675  1.3487  14.962
Si  17.6836  4.0657  14.9409
Si  14.9555  6.782  14.9668
Si  17.6802  9.5008  14.9331
Si  14.9564  12.2262  14.9521
Si  17.6876  14.9501  14.9263
Si  20.404  1.3529  14.9066
Si  23.1226  4.0831  14.8956
Si  20.4039  6.7921  14.9189
Si  23.1309  9.5273  14.9023
Si  20.4085  12.2329  14.9096
Si  23.1276  14.9655  14.9088
Si  25.8426  1.3749  14.9113
Si  28.5637  4.1022  14.9237
Si  25.8469  6.8187  14.898
Si  28.5663  9.5416  14.9255
Si  25.8475  12.2566  14.9191
Si  28.5616  14.9809  14.9308
Si  29.9196  16.3361  16.3063
Si  32.6357  2.7313  16.3434
Si  29.9216  5.4523  16.302
Si  32.6321  8.1739  16.3383
Si  29.9287  10.8914  16.3006
Si  32.6356  13.6105  16.3197
Si  2.713  16.3304  16.3607
Si  5.4249  2.7299  16.3754
Si  2.7069  5.4457  16.3673
Si  5.4177  8.1563  16.3704
Si  2.702  10.8897  16.3563
Si  5.4293  13.606  16.3812
Si  8.1513  16.3251  16.3806
Si  10.8741  2.7177  16.3634
Si  8.1449  5.4387  16.3681
Si  10.8704  8.1538  16.3606
Si  8.1518  10.8766  16.3827
Si  10.8737  13.5979  16.3622
Si  13.6072  16.3124  16.3313
Si  16.3209  2.711  16.3168
Si  13.5992  5.4308  16.355
Si  16.3224  8.1396  16.3096
Si  13.5942  10.8736  16.3279
Si  16.3242  13.5898  16.2892
Si  19.0443  16.3139  16.2754
Si  21.7683  2.7128  16.2522
Si  19.0473  5.4252  16.2865
Si  21.7698  8.1608  16.2597
Si  19.0464  10.8664  16.2725
Si  21.7638  13.5996  16.2635
Si  24.4901  16.3264  16.2659
Si  27.2025  2.74  16.2695
Si  24.4886  5.4459  16.2408
Si  27.2049  8.1754  16.2655
Si  24.4885  10.8857  16.2685
Si  27.2083  13.6176  16.2842
Si  31.2913  14.984  17.6694
Si  1.363  17.7035  17.7181
Si  31.2788  4.111  17.6859
Si  1.3559  6.8301  17.7133
Si  31.2796  9.5476  17.6886
Si  1.3445  12.2644  17.7025
Si  4.0704  14.9804  17.7358
Si  6.791  17.6983  17.738
Si  4.0646  4.0926  17.7409
Si  6.7769  6.795  17.7288
Si  4.0544  9.5257  17.7204
Si  6.7888  12.2418  17.7434
Si  9.5139  14.9583  17.7344
Si  12.2481  17.6692  17.7009
Si  9.5028  4.0762  17.7255
Si  12.2197  6.781  17.7189
Si  9.5123  9.505  17.7379
Si  12.237  12.2254  17.7061
Si  14.9706  14.9364  17.6688
Si  17.6813  17.6518  17.653
Si  14.9626  4.0561  17.7031
Si  17.6801  6.7646  17.6599
Si  14.9473  9.4905  17.6673
Si  17.6795  12.2177  17.6319
Si  20.4017  14.951  17.6274
Si  23.1289  17.6858  17.6149
Si  20.4061  4.0453  17.6245
Si  23.132  6.7898  17.6003
Si  20.4009  9.4996  17.6284
Si  23.12  12.2396  17.6208
Si  25.8489  14.9789  17.6374
Si  28.5613  17.7171  17.6427
Si  25.8439  4.1058  17.616
Si  28.5631  6.8293  17.6369
Si  25.8562  9.5311  17.6273
Si  28.5859  12.2721  17.6421
Si  32.6357  16.3389  19.0543
Si  2.7096  2.7385  19.1108
Si  32.6343  5.4748  19.0594
Si  2.695  8.1914  19.1045
Si  32.6331  10.9088  19.067
Si  2.6928  13.6232  19.0777
Si  5.427  16.352  19.101
Si  8.1363  2.746  19.1096
Si  5.41  5.4631  19.1098
Si  8.1408  8.1377  19.0929
Si  5.4153  10.8708  19.0857
Si  8.1467  13.6083  19.1072
Si  10.8893  16.327  19.0745
Si  13.6028  2.6933  19.077
Si  10.8575  5.421  19.0954
Si  13.5897  8.1437  19.0561
Si  10.8842  10.8683  19.0858
Si  13.6144  13.5865  19.0423
Si  16.3313  16.2868  19.0275
Si  19.0517  2.6823  18.9975
Si  16.3399  5.4033  19.0542
Si  19.0563  8.1191  18.9951
Si  16.3243  10.8494  18.9925
Si  19.0326  13.5845  18.9802
Si  21.7705  16.32  18.9665
Si  24.4886  2.7378  18.9622
Si  21.7836  5.4083  18.9472
Si  24.4961  8.1409  18.9563
Si  21.7554  10.8737  18.9726
Si  24.4779  13.6064  18.9729
Si  27.2086  16.3541  18.9918
Si  29.9064  2.7555  19.027
Si  27.1989  5.472  18.9775
Si  29.9102  8.1799  19.0214
Si  27.2321  10.9001  18.9722
Si  29.9492  13.6198  19.0244
O  32.7893  7.5921  39.0645
O  14.0307  3.6024  1.3809
O  22.5791  6.3268  1.3157
O  25.3366  3.4268  1.2288
O  30.8417  12.3428  38.0941
O  27.728  4.537  0.9936
O  28.9854  6.7006  1.9799
O  26.5254  6.0684  2.7599
O  23.5421  10.3948  26.8446
O  30.1088  16.2045  28.4923
O  27.6761  17.0565  29.0127
O  33.6344  18.7184  28.4212
O  32.406  8.3599  28.6512
O  30.4613  10.0084  28.0519
O  29.0882  12.3339  28.0964
O  32.1778  13.8607  28.6917
O  3.7664  2.9556  28.1547
O  5.4385  8.0715  28.4952
O  3.1616  11.3344  31.1747
O  7.721  5.9816  28.8393
O  20.4932  4.0729  27.698
O  18.8255  6.0831  28.3015
O  17.973  11.3198  29.3037
O  21.9008  14.6711  29.4951
O  24.0508  15.1309  30.9086
O  24.1875  15.7944  28.4251
O  22.952  6.3817  29.3049
O  27.8209  7.9594  28.29
O  25.6472  9.1798  27.8692
O  24.5293  12.0179  28.7099
O  21.0142  16.3236  32.3216
O  30.0437  7.8508  29.5993
O  9.7794  19.3132  37.5675
O  32.7126  14.9875  31.0695
O  32.4212  12.4546  30.8852
O  3.7165  13.297  32.9484
O  4.9794  7.3656  30.9196
O  9.0007  5.3498  36.8243
O  13.9054  10.9139  39.0951
O  7.379  8.0861  30.3026
O  14.8202  9.3832  29.6902
O  9.9451  9.7035  29.9412
O  13.25  17.8894  30.1582
O  13.3062  13.2247  31.9495
O  10.1352  14.3614  32.6136
O  12.3989  12.5472  29.6621
O  17.0777  15.4543  32.2602
O  16.2904  16.1867  29.0994
O  14.9273  5.5929  33.3627
O  22.4739  5.3736  34.9392
O  16.647  9.7991  31.4558
O  22.0231  3.2446  30.487
O  19.12  17.0441  36.0922
O  25.9652  3.4057  36.9412
O  17.4958  7.802  29.8546
O  17.2579  10.6568  37.4262
O  12.3478  12.557  0.3577
O  2.7823  18.0671  30.2554
O  32.7246  10.4661  32.5769
O  30.2989  18.2079  32.9084
O  5.6517  11.7552  32.1155
O  3.4089  4.5816  38.961
O  5.3164  6.0829  37.8928
O  14.6974  10.5229  0.4978
O  16.4764  2.8269  0.7707
O  9.3951  14.6236  0.2466
O  27.2109  14.2548  36.7534
O  5.1161  15.5847  32.8691
O  4.4417  13.3902  30.4482
O  23.3627  8.9792  29.3445
O  24.9589  4.8091  30.4295
O  26.4722  14.896  31.9401
O  19.2315  9.9251  39.0455
O  1.9242  13.7435  29.6817
O  21.9444  11.319  38.4761
O  14.7826  12.3157  33.8564
O  25.9942  10.2606  0.0436
O  7.5854  9.4109  33.8189
O  3.8878  8.0636  38.8712
O  28.4665  11.1919  37.8392
O  19.9409  15.2085  34.4483
O  12.3369  11.2833  33.5328
O  25.9506  11.0207  38.7348
O  26.0045  7.2247  33.4706
O  15.5325  5.338  30.9346
O  31.1953  17.0478  37.799
O  20.0413  12.8653  29.0063
O  19.981  4.5669  39.0407
O  7.9756  10.6835  31.6058
O  2.1203  9.4983  37.3658
O  14.1594  7.4035  31.5497
O  25.3438  0.2539  0.2426
O  27.4766  14.4138  34.2874
O  27.6998  6.8866  35.2886
O  6.0633  8.7061  35.6798
O  23.5557  10.8548  36.4472
O  23.7132  16.1952  37.5837
O  18.0709  19.1584  34.8127
O  29.6176  8.0322  36.2812
O  7.991  4.6907  33.8574
O  23.0625  12.049  34.2447
O  5.9987  16.6754  34.999
O  5.7525  8.7153  0.2477
O  11.841  8.3023  31.1058
O  6.9632  12.2975  29.8893
O  23.3687  17.3154  33.0625
O  14.7938  17.7204  37.3431
O  1.9629  12.1213  0.0297
O  28.241  6.6536  38.0084
O  9.0524  18.769  32.9226
O  32.6516  19.0286  34.0272
O  31.4022  5.7872  37.9054
O  14.8984  14.1923  0.3359
O  9.6727  11.4944  37.8023
O  11.6619  15.1943  38.9341
O  2.4604  18.8788  35.1701
O  10.8747  10.5383  35.6427
O  9.8539  14.1338  37.4587
O  22.3338  8.9126  0.5149
O  14.2559  14.5099  29.785
O  10.8817  6.2595  35.2149
O  6.2645  3.1136  30.6971
O  29.5289  3.8999  38.5687
O  16.5341  17.1419  34.2145
O  18.7715  15.0186  39.1086
O  27.4047  8.958  38.8394
O  28.5373  7.2746  32.7599
O  24.6145  4.4613  38.9867
O  21.684  4.6069  32.6111
O  2.777  11.5891  35.9145
O  13.7113  13.5347  38.6118
O  19.6206  3.1831  31.5868
O  9.6492  11.155  33.4782
O  6.5659  1.1079  0.0831
O  3.3695  5.3044  36.3325
O  5.1118  15.1148  36.966
O  21.8215  13.9676  33.1479
O  21.3123  18.6495  38.9203
O  27.1229  5.1524  32.3809
O  7.5795  5.7731  31.4985
O  17.1182  8.3795  38.746
O  13.9592  3.2503  32.2097
O  27.5271  9.3627  34.1229
O  12.266  5.6489  31.1628
O  11.6768  1.4087  0.0144
O  10.0822  4.876  32.3892
O  17.181  18.8904  32.3399
O  25.9749  4.8062  34.7291
O  3.0877  13.5604  37.5657
O  3.4627  15.1434  0.3436
O  32.094  14.6062  38.3753
O  8.4501  7.442  35.2905
O  22.8722  9.3461  34.4259
O  19.6808  19.4471  36.9118
O  16.6431  15.7876  37.6763
O  17.5067  13.7346  30.2908
O  27.035  12.1828  29.5953
O  32.6322  13.5666  0.9348
O  19.4051  14.2032  32.0558
O  24.7082  18.8607  34.7233
O  9.9642  7.7045  37.3262
O  25.1043  18.15  38.8291
O  22.0058  4.2293  37.2796
O  11.8205  14.9756  30.6667
O  16.6903  7.3141  32.3175
O  9.6637  7.0767  30.3778
O  21.2821  17.4798  34.6457
O  6.1622  17.4829  37.3959
O  1.7772  13.8836  35.2382
O  16.1604  14.4959  34.5189
O  2.3445  16.3355  35.6713
O  3.4008  7.6454  32.8717
O  21.0586  9.9031  36.5303
O  3.1249  8.9442  30.384
O  22.9803  8.877  38.004
O  31.216  9.0311  34.3355
O  23.204  14.537  35.4095
O  25.0721  12.6764  31.1726
O  18.1595  17.7786  30.0946
O  33.5155  18.0077  37.0292
O  15.6131  11.8729  30.0618
O  12.1856  4.6334  36.7482
O  21.0409  8.0124  30.221
O  7.542  16.6122  32.8565
O  16.1276  8.3368  1.0985
O  28.0744  6.2528  30.2129
O  33.3263  12.5669  37.1963
O  22.4862  17.1046  29.8727
O  20.5458  8.1251  34.7209
O  3.5072  17.9037  37.4146
O  16.9723  12.0555  35.2254
O  6.8408  6.3715  0.162
O  15.4694  3.2495  34.289
O  7.4585  11.625  0.5726
O  20.9872  7.36  37.2723
O  11.5239  3.098  31.2661
O  30.8249  15.4  0.1564
O  34.1038  4.8622  34.5347
O  15.087  12.039  37.0254
O  25.3249  7.3487  29.7277
O  30.8499  15.651  32.8435
O  26.8908  2.9659  30.2017
O  20.2561  10.5204  30.2765
O  9.7727  15.3493  35.0809
O  9.3137  14.5791  30.0546
O  5.5052  13.4911  1.0972
O  17.58  3.9551  30.1246
O  29.2828  2.823  28.9546
O  17.4872  13.3134  37.4129
O  33.3134  15.5918  33.6595
O  28.3144  16.5229  33.1975
O  7.2324  10.6698  37.1405
O  29.4225  16.6329  30.9008
O  7.6871  15.4414  36.6484
O  18.7833  8.6534  36.7118
O  23.4207  6.3881  37.1965
O  21.27  9.4444  32.4488
O  9.8536  16.7734  37.2952
O  6.5084  6.9168  33.6924
O  10.4179  3.7761  34.7426
O  24.4589  14.0445  33.2727
O  25.8459  16.7305  33.6823
O  9.6303  8.7837  32.3797
O  29.2789  12.8486  35.9349
O  24.3618  18.8295  29.4998
O  33.5983  8.1768  33.5746
O  31.4194  3.2884  36.9807
O  28.4145  14.5049  29.5741
O  5.2618  13.5007  39.0563
O  27.502  16.2883  38.6757
O  3.0306  9.108  34.9541
O  17.2337  18.4085  37.1485
O  33.7018  6.2926  36.7933
O  12.9022  4.4134  34.3261
O  5.4456  18.2356  32.9087
O  10.742  5.095  38.8403
O  18.965  8.6518  31.7665
O  10.265  4.681  29.7089
O  12.3724  6.9986  38.0461
O  12.186  15.2378  34.0266
O  12.1484  18.0299  37.0248
O  2.2896  6.624  30.7839
O  25.1729  18.9241  32.0964
O  30.5065  10.4844  36.3404
O  6.4388  8.4138  38.1932
O  14.5598  15.8992  32.9899
O  33.7162  10.4603  29.9993
O  5.124  3.5962  37.2237
O  22.7212  13.7786  37.8115
O  32.5535  5.6399  30.2685
O  11.5277  9.5825  38.0698
O  9.8647  16.6865  31.4935
O  17.1699  12.8714  32.7374
O  14.1902  10.6961  31.8734
O  4.6492  10.1587  37.5417
O  21.3006  15.7504  36.6882
O  31.9102  3.633  31.7162
O  10.8996  13.0495  34.7638
O  13.4525  16.2191  1.0525
O  32.5633  17.4156  31.932
O  27.0882  11.9775  35.0514
O  2.1797  3.0509  32.638
O  25.1715  10.4432  34.3642
O  5.5841  4.5903  32.7594
O  31.2704  9.9831  30.5068
O  2.9966  15.3446  31.4248
O  22.3222  7.1402  33.032
O  12.4831  17.4215  32.6268
O  13.3163  15.611  36.9586
O  5.7298  9.989  30.2624
O  25.4944  10.129  30.2927
O  32.6291  2.5421  1.1499
O  32.0544  8.2546  36.7253
O  33.3381  10.2528  35.1465
O  8.4922  2.791  29.2354
O  29.5361  14.9979  37.701
O  26.6482  9.8373  36.5004
O  29.9731  5.3419  31.6213
O  2.2163  4.189  30.2806
O  12.3346  11.8927  37.2397
O  24.2594  5.3624  32.9227
O  13.5889  17.2772  34.9931
O  29.5505  5.2489  36.275

Results
total energy: -216530.557 eV
total energy less fixed offsets of O -438.35, Si -107.03 eV per atom: -3.587 eV

Forces (eV/angstrom), in the order of the atoms: element, x, y, z
Si  -0.1471  0.156  0.654
Si  0.375  -0.3358  0.6326
Si  -0.3256  0.1387  0.6005
Si  -0.0592  -0.0074  -0.1305
Si  -0.0176  -0.0488  0.0105
Si  0.0547  -0.2669  0.6442
Si  -0.0207  0.1322  0.5946
Si  -0.0669  0.1979  0.4857
Si  0.0401  -0.0007  -0.0298
Si  -0.0792  0.0191  0.0762
Si  -0.1254  -0.0927  0.6859
Si  0.0531  -0.001  0.6177
Si  0.2467  -0.1859  0.5928
Si  -0.2184  0.2578  0.721
Si  0.0243  0.0489  0.0038
Si  -0.2753  -0.0642  0.5205
Si  -0.0383  0.042  0.0346
Si  -0.317  0.065  0.4781
Si  0.2533  0.0182  0.7268
Si  0.042  -0.2548  0.6739
Si  0.2563  0.3878  0.5513
Si  0.3259  -0.1166  0.5236
Si  0.0287  0.0185  0.0184
Si  0.3083  -0.0007  0.4325
Si  0.3532  -0.2096  0.5171
Si  -0.1104  0.2755  0.4464
Si  0.0635  -0.037  -0.0273
Si  0.2502  -0.0946  0.6022
Si  -0.0262  0.0956  -0.041
Si  0.031  -0.0012  0.0122
Si  0.266  0.156  0.3174
Si  0.1598  -0.4561  0.494
Si  0.0513  -0.0436  0.0086
Si  -0.0152  0.0373  -0.0428
Si  -0.1969  0.0968  0.5567
Si  0.1691  -0.165  0.4055
Si  0.0235  0.0347  -0.0409
Si  -0.0625  0.0097  -0.0355
Si  -0.0273  0.003  0.0222
Si  0.008  -0.0409  -0.0084
Si  -0.0488  -0.0209  -0.028
Si  -0.0154  -0.0217  -0.0052
Si  -0.033  -0.0141  -0.0113
Si  0.0144  -0.0121  -0.0631
Si  -0.014  0.0131  -0.0298
Si  0.0031  -0.017  -0.1148
Si  0.0006  -0.0479  -0.0386
Si  0.0083  0.0169  -0.0224
Si  -0.0138  0.0297  -0.0662
Si  -0.222  -0.3831  0.4189
Si  0.0103  0.0373  -0.1234
Si  0.0142  0.0097  -0.0455
Si  0.04  -0.0125  -0.0334
Si  0.0263  0.0062  -0.0756
Si  0.0047  0.014  -0.0113
Si  0.0182  0.0362  -0.0143
Si  -0.0392  -0.0736  -0.043
Si  -0.0504  -0.0365  -0.0131
Si  -0.2077  -0.0067  0.6024
Si  -0.0448  -0.0283  -0.0267
Si  -0.03  -0.0563  -0.006
Si  -0.3045  -0.3237  0.4409
Si  -0.2769  -0.3005  0.4161
Si  -0.0303  0.0526  -0.0479
Si  0.0029  -0.0108  -0.0003
Si  0.0298  -0.0189  0.0708
Si  0.0092  0.012  0.0316
Si  0.0178  -0.0589  -0.0265
Si  0.2463  -0.2735  0.3778
Si  0.2931  0.3752  0.1523
Si  -0.0005  -0.0738  -0.0776
Si  0.0867  -0.0155  -0.0154
Si  -0.0235  -0.0315  0.0164
Si  -0.0269  -0.0475  -0.0019
Si  -0.0632  -0.0402  -0.0091
Si  0.048  0.0368  -0.0394
Si  0.0255  0.012  0.0015
Si  0.0133  0.0202  0.0367
Si  0.0154  0.0038  -0.0194
Si  0.0173  -0.0301  -0.0175
Si  -0.0081  0.0696  0.0122
Si  0.0562  0.0341  0.0191
Si  0.0051  -0.0193  0.0296
Si  -0.017  -0.0136  0.01
Si  0.0224  0.005  0.0139
Si  0.0134  0.0097  -0.0214
Si  -0.0139  -0.0032  0.0034
Si  -0.0352  -0.0213  -0.0109
Si  0.0311  0.0125  -0.0342
Si  -0.0281  0.0042  0.0151
Si  -0.0954  -0.0017  -0.0185
Si  -0.017  -0.0418  -0.0108
Si  0.015  0.0364  -0.0064
Si  0.071  -0.0199  -0.0072
Si  -0.0182  -0.0184  0.0119
Si  0.0525  0.0001  0.0214
Si  0.0159  0.0094  0.0239
Si  -0.0376  0.0112  -0.0626
Si  0.0293  -0.0219  -0.0145
Si  0.0548  0.0724  0.0059
Si  -0.0631  -0.0407  -0.0199
Si  0.0337  0.018  0.0028
Si  0.0242  0.003  -0.0519
Si  -0.0307  0.0829  -0.0512
Si  -0.2394  0.2478  0.4113
Si  0.0061  -0.035  0.0435
Si  -0.0318  0.0614  0.0096
Si  -0.0113  0.0614  -0.084
Si  -0.0386  0.0249  0.0467
Si  -0.02  0.0103  -0.0093
Si  -0.0005  -0.0029  0.0907
Si  0.0396  0.0153  -0.038
Si  -0.0056  -0.0077  -0.0208
Si  -0.0034  0.014  -0.0074
Si  -0.0211  -0.009  0.0374
Si  -0.0178  -0.0058  0.0163
Si  0.0196  -0.0212  0.0083
Si  -0.0161  -0.0095  -0.0109
Si  0.0013  -0.0056  0.009
Si  0.0037  0.0016  -0.0331
Si  0.0303  0.0031  -0.0015
Si  -0.0243  -0.0049  0.0246
Si  0.0251  -0.0169  0.0213
Si  0.0113  -0.0062  0.0205
Si  -0.0145  -0.0232  0.024
Si  0.0128  0.0304  0.0364
Si  0.0161  0.0354  -0.0212
Si  -0.0031  0.0045  -0.0199
Si  -0.01  0.0373  0.0007
Si  -0.035  -0.0091  -0.0291
Si  -0.0241  0.0281  0.0046
Si  0.0375  0.0128  -0.0007
Si  -0.0192  -0.011  -0.0003
Si  0.0114  -0.0104  -0.0612
Si  0.0155  0.0412  0.0418
Si  -0.0558  -0.0339  -0.0037
Si  0.0088  -0.0223  -0.0095
Si  0.0178  0.0217  -0.0162
Si  -0.0198  0.0208  0.0335
Si  -0.0087  -0.0331  0.0278
Si  0.0244  0.0237  -0.0108
Si  -0.0303  -0.0264  0.0191
Si  0.0212  -0.074  0.0037
Si  -0.0275  0.0131  0.018
Si  0.0447  -0.0214  -0.032
Si  -0.0007  0.0127  -0.0055
Si  -0.0012  -0.012  0.0161
Si  0.0178  -0.0113  0.0055
Si  0.0003  0.0366  -0.0029
Si  -0.0099  0.0195  0.0182
Si  0.0052  -0.0196  0.0096
Si  0.0038  -0.0009  0.0179
Si  -0.0165  0.0116  0.0119
Si  0.0061  0.0157  -0.0094
Si  0.0164  -0.0144  -0.0017
Si  0.008  0.0158  -0.0131
Si  -0.0071  -0.0231  0.007
Si  -0.0137  0.0127  -0.0158
Si  0.0347  -0.0245  0.0013
Si  -0.0283  -0.009  0.011
Si  0.0034  -0.0078  0.0175
Si  -0.0144  0.0072  0.031
Si  -0.0059  -0.0092  0.016
Si  0.0092  -0.0182  0.0109
Si  0.0175  -0.0056  -0.0117
Si  0.0326  0.0009  0.0068
Si  -0.0051  -0.0207  0.0219
Si  -0.0326  0.0031  -0.0047
Si  0.0251  -0.0009  -0.0021
Si  0.0087  0.0007  -0.0233
Si  -0.0112  0.0139  -0.0062
Si  -0.0105  0.0121  -0.0031
Si  0.026  0.0228  0.0056
Si  -0.0271  -0.0344  -0.001
Si  -0.0115  0.0168  0.014
Si  0.0149  0.0361  -0.0515
Si  0.0069  0.0279  -0.002
Si  0.0022  -0.0004  -0.0085
Si  -0.0285  0.0334  -0.0264
Si  0.0234  -0.0067  -0.0005
Si  -0.0046  0.0115  0.0009
Si  -0.0038  0.0025  0.0034
Si  -0.0169  0.0022  0.0026
Si  -0.0038  0.0144  0.0021
Si  0.0066  0.0013  0.0008
Si  0.0052  -0.0101  0.0006
Si  0.0072  -0.0034  -0.0076
Si  -0.0269  0.0051  -0.0014
Si  0.0045  -0.0109  0.0033
Si  0.0133  0  0.0092
Si  -0.0041  -0.01  -0.008
Si  0.0007  0.0075  -0.0043
Si  0.0068  0.0022  -0.0115
Si  -0.0025  0.0038  -0.0014
Si  0.002  0.012  0.0061
Si  -0.0074  0.014  0.015
Si  -0.0104  0.0042  0.008
Si  -0.0057  0.0088  0.0043
Si  -0.0041  0.0166  -0.0089
Si  0.0063  -0.0288  0.008
Si  -0.0052  0.0035  0.0107
Si  -0.0134  0.0114  -0.0098
Si  0.0075  0.0035  0.0006
Si  0.0264  -0.0215  -0.0071
Si  -0.0128  0.0096  0.0022
Si  -0.0242  0.0013  -0.0064
Si  0.0206  -0.0026  -0.0006
Si  -0.0041  -0.0009  0.0025
Si  0.0019  -0.0139  0.0139
Si  0.0024  0.0238  0.0047
Si  -0.0362  -0.0127  -0.0024
Si  0.0132  0.0018  0.0198
Si  0.0163  -0.0148  0.0107
Si  0.0152  -0.026  -0.0159
Si  -0.0048  -0.0029  -0.0179
Si  -0.0065  -0.0169  0.0101
Si  -0.0105  0.0226  -0.0109
Si  0.0055  0.0051  -0.0031
Si  0.0116  -0.0091  -0.0041
Si  0.0053  0.0012  -0.0059
Si  -0.0055  0.0168  0.0019
Si  -0.0116  0.007  0.0091
Si  0.0232  -0.033  0.0045
Si  0.0098  0.0109  -0.0097
Si  -0.0097  0.0153  -0.0092
Si  -0.012  0.0026  -0.0053
Si  0.031  -0.01  -0.0075
Si  -0.0134  0.0013  -0.0008
Si  -0.0005  -0.002  -0.0107
Si  -0.0028  -0.0001  -0.0062
Si  -0.0061  -0.0027  0.0017
Si  -0.0064  0.0021  0.0119
Si  -0.0015  0.0055  0.0153
Si  0.0019  -0.0052  -0.0014
Si  -0.0035  -0.009  -0.0089
Si  0.0043  -0.0057  0.0089
Si  -0.0239  0.0204  -0.003
Si  0.0106  -0.0161  -0.0091
Si  0.0053  0.0016  -0.0107
Si  -0.0249  -0.0073  -0.0032
Si  -0.0059  0.0058  -0.0007
Si  -0.0192  0.0048  -0.0026
Si  0.0156  -0.0161  -0.0101
Si  0.0004  0.0017  -0.0017
Si  -0.0137  -0.0041  -0.0011
Si  -0.009  0.0046  0.0018
Si  0.0041  0  -0.0018
Si  -0.0134  0.01  0.0008
Si  0.0125  -0.0069  0.0091
Si  0.0116  -0.0156  0.0025
Si  0.0004  -0.0054  0.0099
Si  -0.0143  -0.0055  -0.0108
Si  0.0014  -0.0463  0.0104
Si  -0.0141  -0.0022  0.0059
Si  0.001  -0.0017  -0.0099
Si  -0.0141  -0.007  -0.0009
Si  0.007  -0.0121  0.0186
Si  -0.0066  0.0015  0.0134
Si  0.0111  0.0054  0.0239
Si  -0.0118  0.0088  0.0209
Si  0.0221  -0.001  -0.0141
Si  -0.0015  -0.0054  -0.0016
Si  -0.0241  0.0029  -0.01
Si  -0.017  0.029  -0.0094
Si  0.0072  -0.0024  -0.0047
Si  0.0058  -0.014  0.0131
Si  -0.0254  -0.0111  0.0009
Si  0.0101  0.0048  -0.0003
Si  0.0068  -0.0154  -0.0157
Si  -0.0053  0.0013  -0.0134
Si  0.0198  -0.0042  0.0224
Si  0.0095  0.003  0.0015
Si  0.017  0.0074  -0.0014
Si  -0.0004  0.0093  -0.0076
Si  0.0194  -0.0059  -0.0094
Si  -0.0031  -0.0093  -0.009
Si  0.0206  0.0159  0.0172
Si  0.0269  0.009  -0.0076
Si  0.0216  -0.0046  0.0047
Si  0.0145  -0.0045  -0.0162
Si  -0.0062  0.0311  0.0003
Si  -0.0052  0.0111  -0.0003
Si  0.0098  -0.0107  0.0042
Si  -0.0065  0.0073  -0.0221
Si  0.0009  0.0152  -0.0201
Si  -0.0108  -0.0026  0.0045
Si  -0.0088  -0.0172  -0.0127
Si  0.001  0.0213  -0.0144
Si  -0.0072  -0.0092  -0.0035
Si  0.0142  0.0132  -0.0233
Si  -0.0033  -0.0128  -0.0166
Si  -0.0014  -0.0201  -0.0179
Si  0.0173  -0.0008  0.0003
Si  -0.0132  0.0432  -0.0085
Si  0.0164  -0.057  -0.0169
Si  0.0187  0.0024  0.0285
Si  -0.0276  -0.0016  -0.0227
Si  0.0134  0.0289  0.0107
Si  0.0453  -0.0098  0.021
Si  0.0111  -0.0008  -0.0326
Si  0.0129  -0.0176  -0.0231
Si  0.0018  -0.0091  -0.0048
Si  -0.0073  0.0055  0.0111
Si  -0.0277  0.0065  -0.0077
Si  -0.0211  0.0177  0.0126
Si  0.0192  0.0188  0.0027
Si  -0.0075  0.0235  -0.0004
Si  -0.0399  0.0243  0.0188
Si  -0.0041  0.0182  -0.0162
Si  -0.0337  -0.0204  -0.0221
Si  -0.0435  0.0141  0.0045
Si  -0.0118  -0.0163  -0.0114
Si  0.0039  -0.0082  0.0239
Si  -0.0136  -0.0034  -0.011
Si  -0.0354  -0.0164  0.0313
Si  0.003  0.0198  0.0095
Si  -0.007  -0.001  0.0238
Si  0.0271  0.0249  -0.017
Si  0.006  0.0042  0.0133
Si  0.0131  0.0341  -0.0035
Si  -0.0051  0.0015  0.048
Si  0.0429  0.0327  0.0312
Si  0.0104  0.0026  -0.0047
Si  -0.0258  0.0297  -0.0036
Si  -0.024  -0.0652  0.0058
Si  -0.0227  0.0173  0.0065
Si  0.0336  0.0223  0.0015
Si  -0.0253  0.0171  -0.0127
Si  -0.0375  -0.0054  0.0312
Si  0.0107  0.0254  0.028
Si  0.0371  -0.0151  -0.031
Si  0.0312  -0.0061  0.0286
Si  0.0114  -0.0074  0.037
Si  0.0007  0.0151  -0.0086
Si  -0.0217  -0.0039  0.0061
Si  -0.0203  -0.0328  -0.0645
Si  0.0057  0.0254  0.0061
Si  -0.0184  -0.0329  0.0387
Si  -0.0391  0.019  0.0049
Si  0.0271  0.0149  -0.0479
Si  -0.0059  0.0183  -0.0765
Si  -0.0043  -0.0113  -0.0038
Si  0.0193  -0.0587  0.0066
Si  0.0508  -0.0086  -0.0053
Si  0.0387  0.0068  0.0017
Si  -0.0131  0.024  0.0315
Si  -0.0021  -0.0178  0.004
Si  -0.0333  -0.0234  0.0114
Si  -0.0191  0.0381  -0.0109
Si  -0.0278  -0.014  0.0011
Si  0.0238  0.0274  -0.0048
Si  0.0175  -0.0078  0.0055
Si  0.0111  -0.0633  -0.0039
Si  0.0091  -0.0634  -0.0186
Si  -0.042  -0.0111  0.0341
Si  0.0134  0.0049  0.0541
Si  -0.0078  -0.0257  -0.0084
Si  -0.0458  -0.0156  0.0079
Si  0.0241  0.0239  0.032
Si  0.001  0.0223  0.009
Si  -0.0106  0.0278  0.0092
Si  -0.0068  -0.0741  -0.0073
Si  0.0196  0.0136  0.0004
Si  0.0394  0.0607  -0.0154
Si  -0.0057  0.0234  0.0311
Si  -0.0079  0.0106  -0.0241
Si  -0.0369  0.029  0.0505
Si  -0.0256  -0.0107  -0.0309
Si  -0.0138  -0.0484  0.0325
Si  0.0111  -0.0453  0.0116
Si  -0.015  -0.0093  -0.0492
Si  0.0646  -0.0073  0.0185
Si  -0.0579  0.0002  -0.0017
Si  0.049  -0.0465  0.0597
Si  0.0128  0.0022  -0.0324
Si  -0.0365  -0.0357  0.0431
Si  -0.0033  -0.0174  0.025
Si  0.0309  -0.006  -0.0072
Si  -0.0138  0.0406  -0.0053
Si  -0.021  -0.0023  -0.0142
Si  -0.082  0.0082  0.0503
Si  0.0596  0.0678  0.0021
Si  -0.0138  -0.0204  -0.0147
Si  0.0064  0.0653  -0.0001
Si  -0.0068  0.0268  0.0086
Si  0.0232  0.0289  0.007
Si  -0.0026  -0.0479  -0.0178
Si  -0.1736  -0.3719  -0.4122
Si  -0.0479  0.0276  -0.0231
Si  0.0646  0.062  0.021
Si  -0.0245  -0.0343  -0.0204
Si  0.0121  -0.0249  -0.0112
Si  -0.003  0.0959  0.0187
Si  0.0206  -0.0286  -0.031
Si  0.0279  0.0639  0.0615
Si  0.0406  -0.0097  -0.0175
Si  0.0722  -0.115  -0.5931
Si  0.4203  0.2702  -0.0335
Si  -0.0496  0.1141  0.0902
Si  0.1344  -0.1881  -0.4916
Si  -0.1155  -0.0044  -0.6726
Si  -0.0241  0.13  -0.5818
Si  -0.054  -0.0333  0.0332
Si  0.3539  -0.1369  -0.2151
Si  -0.0362  0.0116  0.0248
Si  -0.2043  0.3195  -0.5077
Si  0.0087  -0.0987  0.0707
Si  0.032  -0.0144  0.045
Si  0.0576  -0.0381  0.007
Si  0.0839  -0.0376  0.0723
Si  0.2335  -0.2338  -0.3559
Si  -0.044  -0.0014  0.0512
Si  -0.0034  -0.026  0.0849
Si  -0.0029  0.0417  0.0758
Si  -0.0374  0.0849  0.0705
Si  0.0574  -0.087  0.0179
Si  0.008  0.0273  -0.044
Si  -0.0351  -0.0113  0.097
Si  -0.0328  0.0819  0.0642
Si  0.0227  -0.0166  0.2007
Si  0.1606  0.1721  -0.6601
Si  0.4325  -0.4222  -0.121
Si  -0.2141  0.0461  -0.6241
Si  -0.0436  0.0219  0.1521
Si  -0.0339  -0.0703  0.0072
Si  0.071  -0.027  -0.0102
Si  0.2452  -0.0576  -0.4536
Si  -0.0129  -0.0041  0.029
Si  -0.0403  -0.031  0.0251
Si  0.0546  -0.1299  -0.7311
Si  0.0196  0.5712  -0.4337
Si  -0.0274  -0.0082  0.0065
Si  -0.0544  -0.1134  -0.0686
Si  0.2509  -0.442  -0.3798
Si  -0.3639  0.1881  -0.3813
Si  -0.0378  0.0931  -0.6104
Si  0.0722  -0.0374  -0.073
Si  0.2982  0.2889  -0.5779
Si  0.005  0.027  0.032
Si  -0.0308  0.0125  0.0946
Si  -0.1295  -0.5223  0.4268
Si  -0.0116  0.04  0.137
Si  0.1257  -0.0172  -0.0032
Si  0.1637  0.1559  -0.6435
Si  -0.1151  -0.0785  -0.5529
Si  -0.0786  0.1217  -0.558
Si  0.1195  -0.0428  -0.7488
Si  -0.0236  0.0012  0.0552
Si  0.1119  0.1098  -0.6457
Si  -0.21  -0.2323  -0.4816
Si  -0.1445  -0.1082  -0.6794
Si  0.025  -0.0222  0.0081
Si  -0.0808  0.0314  0.0041
Si  -0.4607  -0.1754  -0.4697
Si  -0.0981  -0.1956  -0.5807
Si  -0.1274  0.1767  -0.6575
Si  -0.1809  0.5547  -0.2413
Si  -0.1837  0.1896  -0.5786
Si  0.0356  -0.065  0.0359
Si  -0.1879  0.0207  -0.5292
Si  0.2237  -0.2938  -0.5122
Si  -0.0825  0.2733  -0.6153
Si  0.1324  -0.0981  -0.1254
Si  -0.2611  0.2118  -0.5119
Si  0.1587  -0.1439  -0.4866
Si  0.2248  -0.4765  -0.5442
Si  -0.102  -0.0447  -0.1131
Si  -0.3648  0.3515  -0.4853
Si  0.0631  0.0431  0.0283
Si  -0.3939  0.2158  -0.5147
Si  0.0925  0.14  -0.167
Si  -0.0212  0.0254  -0.1557
Si  -0.1204  -0.1058  -0.0206
Si  -0.0056  -0.0533  -0.052
Si  -0.3388  0.2808  0.4842
Si  -0.0279  -0.0249  -0.0877
Si  -0.034  0.0116  -0.051
Si  -0.0089  -0.0891  -0.0624
Si  0.001  0.0296  0.0195
Si  -0.0285  -0.1029  0.0842
Si  -0.0756  0.0609  -0.1182
Si  -0.1738  0.0082  -0.5985
Si  0.0416  -0.0193  -0.0586
Si  -0.0125  -0.0015  0.022
Si  0.0478  -0.0726  -0.5636
Si  -0.0389  -0.1221  0.0359
Si  0.0448  -0.009  0.007
Si  0.1219  0.0096  -0.0043
Si  0.0041  0.15  -0.1336
Si  -0.1464  -0.0772  0.6359
Si  -0.007  0.0717  -0.1016
Si  -0.0281  0.0686  -0.0931
Si  0.142  0.0207  -0.0084
Si  0.1061  -0.5993  0.3468
Si  -0.0075  -0.0039  -0.2087
Si  0.0276  -0.0258  -0.1866
Si  -0.081  0.0042  0.0248
Si  -0.0101  0.1244  0.0325
Si  -0.167  -0.016  0.0429
Si  -0.0082  -0.0713  -0.0242
Si  0.1082  -0.0605  -0.028
Si  -0.3358  -0.0263  -0.5379
Si  -0.0165  0.0232  0.2139
Si  -0.0116  0.0319  0.0003
Si  0.0766  0.071  -0.0275
Si  0.0293  -0.0466  0.0445
Si  -0.6654  -0.0633  -0.2123
Si  0.0561  -0.5917  0.2341
Si  0.0623  -0.0653  -0.0251
Si  0.0823  -0.0467  0.0045
Si  -0.0192  -0.1058  0.0785
Si  -0.0823  -0.0806  0.1442
Si  0.1938  -0.0862  0.6382
Si  0.1033  -0.0181  -0.0489
Si  0.0189  -0.0038  -0.0329
Si  -0.1344  0.0522  0.1446
Si  0.7439  -0.0221  0.2409
Si  -0.086  -0.0095  0.1018
Si  0.0581  -0.0628  0.0475
Si  0.0296  -0.0757  0.0749
Si  -0.0066  -0.0341  -0.0046
Si  -0.1021  -0.0333  0.0572
Si  0.1436  0.0576  -0.0117
Si  0.0421  0.1194  -0.09
Si  0.0329  -0.0008  -0.0032
Si  -0.0108  -0.1244  0.0616
Si  0.0567  0.0793  0.0704
Si  0.0811  0.0662  -0.101
Si  -0.0788  -0.0188  0.0672
Si  0.1339  -0.0039  -0.0769
Si  0.1165  0.062  0.1929
Si  -0.0624  0.0414  0.0327
Si  -0.4094  0.2326  0.3875
Si  0.064  -0.1653  -0.0377
Si  -0.0194  -0.0675  0.0223
Si  0.0296  -0.1618  -0.028
Si  -0.0033  0.0136  -0.0337
Si  -0.0177  -0.0301  -0.0434
Si  0.1265  0.037  0.0298
Si  0.0758  0.0098  -0.0006
Si  -0.2018  0.13  0.647
Si  0.0858  0.5034  -0.3899
Si  -0.5526  0.2066  0.2657
Si  -0.0968  0.0532  -0.0466
Si  -0.1967  -0.2362  0.5241
Si  -0.1069  0.2789  0.4372
Si  -0.0704  -0.1025  0.0185
Si  0.0352  0.0909  -0.0253
Si  -0.0462  -0.0078  0.0105
Si  -0.0333  -0.0451  -0.0439
Si  0.0169  -0.019  -0.0772
Si  -0.0621  0.008  -0.1289
Si  -0.0531  -0.0712  -0.0179
Si  -0.0346  -0.0624  -0.0696
Si  0.1928  -0.0164  0.6322
Si  0.018  -0.0477  0.0272
Si  0.0986  -0.0829  -0.053
Si  0.1667  -0.6365  0.2654
Si  0.1372  0.0329  -0.1052
Si  -0.0334  -0.0738  -0.1823
Si  -0.0349  -0.0021  0.1122
Si  -0.1238  -0.0101  0.1806
Si  0.0029  0.0096  -0.0557
Si  -0.0354  0.0843  0.0646
Si  0.5242  -0.3937  -0.09
Si  0.2394  -0.0182  0.1475
Si  -0.0601  0.0546  0.0958
Si  -0.1085  -0.1602  0.5047
Si  0.1119  0.0089  -0.015
Si  0.0052  0.1228  0.1741
Si  -0.0517  0.0141  0.082
Si  0.1249  0.3603  -0.372
Si  -0.0639  -0.0632  -0.1024
Si  0.5031  0.0755  -0.4712
Si  -0.0287  -0.0549  -0.0791
Si  0.0494  0.0303  0.0388
Si  -0.0325  -0.0094  -0.0107
Si  0.0073  0.0028  -0.0084
Si  0.0045  0.0067  0.0012
Si  0.0051  -0.0039  0.0004
Si  0.0012  0.0106  0.0017
Si  0.0089  -0.0011  -0.0069
Si  0.0047  0.0045  -0.0094
Si  0.0202  0.0068  0.005
Si  -0.0026  0.0063  0.0012
Si  0.0029  0.0068  -0.0019
Si  -0.0114  -0.0067  0.0081
Si  -0.0143  -0.0193  0.0124
Si  0.0026  0.0029  -0.0043
Si  0.0194  0.0139  0.0067
Si  -0.0151  -0.0201  0.0035
Si  -0.0153  -0.0189  -0.0002
Si  0.0122  0.0059  0.0052
Si  0.0202  0.0147  0.0086
Si  -0.0038  -0.0164  0.0082
Si  -0.0156  -0.0081  -0.0102
Si  0.0034  0.0069  0.0019
Si  0.0053  0.0043  0.0053
Si  0.0008  -0.0062  -0.0015
Si  0.0006  0.0062  -0.0074
Si  0.0174  0.0107  0.0039
Si  -0.0052  -0.0031  0.0113
Si  -0.0012  -0.0069  -0.0076
Si  0.0124  0.0283  0.0081
Si  -0.0149  -0.0153  0.0018
Si  0.0005  -0.0025  -0.0021
Si  0.0243  0.0163  0.0099
Si  0.0008  0.0118  0.0044
Si  -0.002  -0.0094  0.0033
Si  0.0189  0.0192  -0.016
Si  -0.0264  -0.0131  -0.003
Si  0.0007  0.0041  -0.0141
Si  0.0086  0.0003  0.0051
Si  0.0036  0.0029  0.0037
Si  -0.0098  -0.0062  0.0044
Si  -0.0036  -0.0003  -0.006
Si  0.0103  -0.0026  0.002
Si  -0.0055  -0.0081  0.0051
Si  -0.001  -0.006  -0.0033
Si  0.0034  -0.0004  -0.0028
Si  0.0043  -0.0125  0.006
Si  -0.0042  -0.0012  0.0027
Si  0.0034  0.007  0.0034
Si  0.008  0.0024  0.0042
Si  0.0034  -0.0148  -0.0044
Si  0.009  0.0002  -0.0006
Si  0.0044  0.0085  0.0025
Si  0.0003  0.0088  -0.0024
Si  -0.0053  0.0052  -0.0036
Si  -0.0099  0.0031  -0.0046
Si  -0.0024  0.0088  0.0038
Si  0.0042  0.0002  0.0011
Si  0.0025  -0.0022  0.0055
Si  -0.0046  0.0068  0.0016
Si  -0.0053  0.0059  -0.0005
Si  0.0079  -0.0091  -0.002
Si  0.0064  0.0017  -0.002
Si  -0.0097  0.0091  -0.0014
Si  0.0007  0.0015  -0.0032
Si  0.0022  0.0081  -0.0062
Si  -0.0034  0.0049  0.001
Si  0.005  -0.0044  -0.0072
Si  -0.0093  0.0042  -0.0025
Si  -0.0021  0.0039  0.0082
Si  0.0075  0.002  0.0062
Si  -0.0131  -0.0061  0.0021
Si  0.0089  -0.0108  0.0077
Si  0.0037  -0.0001  -0.0043
Si  -0.0074  -0.0015  -0.0042
Si  0.0017  0.0071  -0.004
Si  -0.0061  0.0013  -0.0066
Si  0.0029  0.0064  -0.0008
Si  0.0025  0.0002  0.0025
Si  0.007  0.0064  -0.0023
Si  0.004  -0.0091  0.0026
Si  0.0036  0.0045  0.0006
Si  0.0047  0.0051  0.0011
Si  0.0078  0.0014  -0.001
Si  -0.0028  -0.0052  0.0004
Si  -0.0067  0.0006  0.0021
Si  0.0124  0.0008  0.0047
Si  0.0032  -0.01  0.0024
Si  -0.005  -0.0009  -0.0007
Si  0.0006  -0.0026  -0.002
Si  -0.0021  -0.0054  -0.0026
Si  0.0007  -0.0016  -0.0001
Si  -0.0067  0.0019  -0.0007
Si  -0.012  -0.0054  -0.0006
Si  0.0037  0.0081  0.0001
Si  -0.0018  0.0056  0.0001
Si  0.003  -0.0092  -0.0006
Si  0.0025  -0.0077  0.0036
Si  -0.0005  -0.0045  -0.0002
Si  -0.004  0.0006  0.003
Si  0.0053  -0.0062  0.005
Si  -0.0029  -0.0053  -0.0041
Si  -0.0061  0.003  0.0007
Si  0.003  -0.0006  -0.0006
Si  -0.0049  -0.002  -0.0033
Si  -0.0119  -0.0085  -0.0095
Si  0.0011  0.002  0.0025
Si  0.0158  0.0041  -0.0009
Si  0.0126  0.0233  0.0002
Si  -0.0069  0.0024  -0.0016
Si  -0.0038  -0.0062  0.0031
Si  0.004  -0.0053  0.0033
Si  -0.0011  -0.0036  -0.0013
Si  -0.0002  -0.0036  0.0063
Si  -0.0066  0.0038  0
Si  -0.0019  0.0067  -0.0003
Si  -0.001  -0.0074  -0.0034
Si  0.0062  -0.0033  0.0025
Si  0.0011  -0.0019  0.0018
Si  -0.0026  0.0042  0.0019
Si  0.0056  0.0016  0.0007
Si  0.001  -0.0053  -0.0037
Si  -0.0016  0.0036  0.0024
Si  0.0041  0.0014  0.0015
Si  0.0065  0.0071  -0.0001
Si  -0.0109  0.0115  0.0001
Si  -0.003  0.001  0.0004
Si  0.0017  -0.0028  -0.0018
Si  0.0118  -0.0003  0.0014
Si  0.0001  0.0043  -0.001
Si  -0.0069  -0.0025  0.0019
Si  0.0075  -0.0021  0.0022
Si  -0.006  0.0071  -0.0021
Si  -0.0028  0.0019  -0.0017
Si  0.0036  -0.0017  -0.0029
Si  -0.0067  0.002  -0.0041
Si  -0.0044  0.0066  0.0002
Si  0.008  -0.003  -0.0088
Si  0.0096  0.0031  -0.0021
Si  -0.0025  -0.001  -0.002
Si  0.0052  0.0026  -0.0003
Si  -0.0041  -0.0044  0.0018
Si  -0.0096  0.0035  -0.0028
Si  -0.0045  -0.0003  0.0007
Si  0.0001  -0.0055  0.0025
Si  0.0053  -0.0102  0.0054
Si  0.0004  0  0.0016
Si  0.0051  0.0061  -0.0003
Si  -0.0032  -0.0031  0.0004
Si  -0.0019  0.0108  -0.0016
Si  0.0026  -0.0031  -0.0011
Si  0.0042  -0.0069  -0.003
Si  0.0031  0.0006  0.0004
Si  0.0044  0.0048  -0.0038
Si  0.0072  -0.0029  -0.0006
Si  -0.0056  -0.0009  0.0021
Si  -0.0039  0.004  -0.0032
Si  0.0089  0.0017  0.0048
Si  0.0035  -0.0143  0.0016
Si  -0.0042  -0.0021  0.0006
Si  -0.0032  0.001  -0.0026
Si  0.0034  0.0011  0.0032
Si  -0.0023  -0.0036  0.0015
Si  0.0018  -0.0006  -0.0031
Si  -0.0072  -0.0028  -0.0034
Si  -0.0033  0.0067  0.0035
Si  0.0032  0.0018  0.0003
Si  -0.0017  -0.0012  -0.0015
Si  -0.0043  -0.0038  -0.0026
Si  -0.0036  -0.0064  0.0035
Si  0.0028  -0.0084  0.004
Si  0.0021  -0.0001  0.0014
Si  0.0002  0.0002  0.0046
Si  0.0035  -0.001  -0.0013
Si  -0.0019  -0.0015  -0.002
Si  -0.0017  -0.0009  0.0026
Si  -0.0064  -0.0019  -0.0006
Si  0.0027  0.0054  -0.0014
Si  -0.0033  0.0039  0.0014
Si  0.0031  0.0103  0.0037
Si  0.007  0.0011  -0.0009
Si  -0.008  0.0045  -0.0013
Si  -0.0024  -0.0158  0.0073
Si  -0.0025  -0.001  0.0066
Si  -0.0047  -0.0025  0.0014
Si  0.0028  0.0028  0.0028
Si  0.0006  0.0063  0.0027
Si  -0.007  0.0052  -0.0048
Si  -0.0039  -0.0046  0
Si  0.0044  -0.0003  0.0037
Si  0.0001  0.0004  0.004
Si  -0.005  -0.0028  0.0053
Si  0.006  -0.009  0.0033
Si  0.0013  -0.0014  0.001
Si  0.0043  0.0078  0.0038
Si  0.0011  -0.0005  0.0036
Si  -0.0003  0.0015  0.0018
Si  -0.0035  0.0024  -0.0049
Si  0.0038  0.0069  0.0047
Si  0.0024  -0.0036  0.0001
Si  0.007  0.0013  0.0012
Si  0.0045  -0.0055  0.0025
Si  -0.001  0.0077  0.0059
Si  -0.0091  0.005  0.001
Si  -0.0013  0.0013  -0.0017
Si  -0.0036  0.0003  -0.0019
Si  0.0026  0.0008  -0.0017
Si  -0.0065  0.0062  -0.008
Si  0.0038  -0.0028  0.0041
Si  0.0099  0.0055  -0.0023
Si  0.0036  0.0008  -0.0012
Si  0.004  -0.0064  -0.007
Si  -0.0016  -0.0008  0.0023
Si  -0.0051  -0.0025  -0.0021
Si  -0.0019  -0.0002  -0.0099
Si  0.0009  -0.0014  -0.0038
Si  -0.0008  0.0032  -0.0033
Si  0.001  -0.0064  0.0015
Si  0.0064  -0.0109  -0.0033
Si  0.0094  -0.0065  0.003
Si  -0.0004  0.0054  0.0019
Si  0.0054  -0.005  -0.0002
Si  -0.0008  -0.0022  -0.0006
Si  -0.0105  0.0169  -0.0025
Si  0.0049  0.0043  0.0021
Si  0.0005  -0.0122  -0.0083
Si  0.0065  -0.0016  0.001
Si  0.0051  -0.0012  -0.0068
Si  -0.0064  0.01  -0.0039
Si  0.0024  -0.0009  0.006
Si  -0.0012  -0.002  0.004
Si  0.007  -0.0112  -0.0106
Si  0.0003  -0.0022  -0.0013
Si  -0.0103  0.0186  0
Si  0.0063  -0.0132  0.003
Si  -0.0027  -0.0004  0.001
Si  0.005  -0.0112  -0.0039
Si  -0.0069  0.0048  0.0048
Si  -0.0122  -0.004  0.0021
Si  -0.0015  0.0019  -0.0015
Si  -0.0019  0.0036  -0.0049
Si  -0.005  0.0008  -0.0054
Si  -0.0052  -0.0033  0.0072
Si  -0.0006  -0.0057  0.0061
Si  0.0106  -0.0053  0.0024
Si  0.0094  -0.0022  -0.0025
Si  0.0047  0.0031  0.0017
Si  -0.006  0.0045  -0.0008
Si  0.0027  0  0.0051
Si  -0.0129  0.0169  0.0018
Si  -0.0133  0.0114  0.0021
Si  0.0014  0.002  -0.0053
Si  0.008  -0.0089  0.0131
Si  0.0046  -0.0021  -0.0011
Si  -0.006  -0.0214  -0.0028
Si  -0.0114  0.0042  0.01
Si  0.0066  0.0057  0.0055
Si  0.0109  0.0065  0.0003
Si  -0.0026  -0.003  0.0053
Si  0.0065  -0.0008  0.0066
Si  0.0139  0.0172  -0.0018
Si  -0.0049  -0.0049  -0.0011
Si  0.004  -0.0027  -0.0004
Si  -0.0109  -0.0005  -0.003
Si  -0.017  -0.0138  -0.0059
Si  0.0123  0.0047  0.0075
Si  0.0153  0.0123  0.0031
Si  -0.0057  -0.0072  0.0072
Si  -0.006  -0.0024  0.0065
Si  0.0091  0.0047  -0.0022
Si  0.0028  0.0097  -0.001
Si  0.006  0.0028  -0.004
Si  -0.0025  0.0004  -0.0025
Si  -0.0036  -0.0096  -0.0097
Si  0.0023  0.0115  0.0088
Si  -0.0029  0.0091  0.0029
Si  -0.013  0.0033  -0.0035
Si  -0.0004  -0.0074  -0.0018
Si  0.0099  0.0097  -0.0084
Si  0.0158  0.0155  -0.0021
Si  0.0035  0.0003  -0.0121
Si  -0.0192  -0.0096  -0.0055
Si  0.0102  -0.0016  -0.0005
Si  -0.0054  -0.0152  -0.0019
Si  -0.002  -0.0138  0.0024
Si  -0.0053  -0.009  0.0052
Si  0.0055  0.0062  -0.0065
Si  -0.0164  -0.0164  -0.007
Si  0.0165  0.0204  -0.005
Si  0.0037  0.0153  -0.0027
O  -0.0228  0.441  -0.0784
O  -0.3505  0.1839  -0.24
O  0.3444  -0.2457  -0.4451
O  0.0412  -0.0406  -0.2716
O  -0.0652  -0.2198  0.1608
O  0.3523  -0.433  -0.3206
O  0.0226  0.1922  -0.0855
O  -0.4038  -0.0151  -0.1174
O  -0.2465  -0.0932  0.4242
O  0.4993  0.0678  0.4581
O  -0.2428  -0.1723  0.0216
O  -0.3017  -0.0794  0.4132
O  0.0871  -0.0184  0.4717
O  -0.1311  -0.0345  0.0921
O  0.0689  0.0358  0.021
O  -0.1856  0.0301  0.1505
O  -0.0718  0.5704  0.2249
O  -0.0043  -0.2612  0.0412
O  -0.2018  -0.1896  0.3903
O  -0.3986  0.2234  0.0968
O  0.0444  -0.0113  0.4723
O  0.2065  0.1698  0.4019
O  -0.3192  -0.7053  -0.0784
O  -0.1517  -0.321  0.2993
O  -0.138  0.0258  0.2543
O  0.228  0.2852  0.1209
O  -0.603  -0.4368  -0.1373
O  0.1231  0.3275  0.1311
O  -0.1876  0.2814  -0.1634
O  0.066  0.2066  0.0666
O  -0.0899  0.1522  -0.4023
O  0.2644  -0.0997  0.3615
O  -0.1175  0.0639  -0.5204
O  0.0843  0.1646  -0.1685
O  -0.5325  0.2433  0.1382
O  -0.1708  -0.2113  0.5597
O  0.254  -0.3603  0.477
O  -0.62  -0.2668  -0.1517
O  0.3774  -0.4331  -0.056
O  0.3249  0.427  0.2139
O  0.1351  -0.1368  0.2181
O  -0.1749  0.3431  0.2753
O  0.0946  -0.3763  0.1383
O  -0.1272  0.4389  0.2838
O  -0.4259  -0.434  0.0578
O  0.2237  -0.3707  0.0924
O  -0.0994  0.5833  -0.4026
O  0.0366  0.0761  0.5003
O  0.0314  0.3212  0.6238
O  -0.3818  -0.1918  0.1715
O  0.4624  0.3115  0.5658
O  -0.0652  0.5739  0.0605
O  -0.2123  -0.4416  0.0719
O  0.2229  -0.2989  -0.0233
O  -0.1442  0.0399  -0.2163
O  -0.0537  0.0204  -0.0716
O  0.6659  0.0832  -0.2688
O  -0.0403  -0.4265  0.2229
O  0.1184  0.4718  0.2748
O  -0.3344  0.369  0.2889
O  0.041  -0.1345  0.5547
O  -0.1626  -0.1312  -0.3064
O  0.3077  -0.038  -0.293
O  -0.4267  0.0647  0.043
O  0.0823  -0.1232  -0.1435
O  0.1212  0.3615  0.0351
O  -0.4386  0.1201  0.0683
O  0.2976  -0.1581  -0.2139
O  0.4653  -0.225  -0.5148
O  -0.1387  0.6032  0.1143
O  0.3015  0.0575  0.3503
O  0.2724  -0.067  -0.4747
O  0.722  0.1666  -0.2924
O  0.0378  -0.3566  -0.4517
O  -0.5821  -0.084  0.2722
O  -0.2585  -0.1969  0.3404
O  0.2578  -0.3893  -0.3055
O  -0.2805  0.334  0.0859
O  -0.3063  -0.2368  0.1626
O  -0.0484  0.2575  0.1215
O  -0.5987  -0.2376  0.0725
O  -0.0252  -0.5181  0.1352
O  -0.1568  0.4328  -0.26
O  -0.6747  0.5046  -0.0622
O  -0.5533  -0.287  0.1696
O  0.0089  0.1822  -0.1037
O  -0.068  0.1911  0.4191
O  -0.1101  0.3847  -0.1762
O  0.2447  -0.0466  -0.1646
O  -0.4964  -0.3687  0.3108
O  -0.0886  0.7208  0.2733
O  -0.1728  0.5834  0.3307
O  0.1963  -0.181  -0.2066
O  -0.1604  -0.0461  0.1859
O  -0.5593  0.0771  -0.3618
O  0.5765  0.1291  0.1598
O  0.2361  0.1759  -0.5728
O  0.3214  0.5251  -0.2462
O  -0.2672  0.1987  -0.0356
O  -0.1408  -0.0756  0.457
O  -0.4369  0.0134  -0.0868
O  0.049  0.0689  0.2264
O  0.3073  -0.1224  0.2388
O  0.4213  0.5936  0.3881
O  -0.298  0.2549  0.4524
O  -0.0524  -0.1142  -0.3674
O  0.0334  0.3419  0.1104
O  0.171  0.3251  -0.2612
O  0.0828  -0.6201  0.01
O  0.3116  -0.0201  0.4337
O  -0.4187  -0.0487  0.3603
O  -0.2278  -0.1612  0.3891
O  0.305  -0.1508  0.1109
O  0.0844  0.3689  0.0744
O  0.111  0.6062  0.3901
O  0.5195  0.1369  0.0424
O  -0.2876  -0.5976  -0.1084
O  0.2537  -0.268  -0.1566
O  0.0155  0.2342  0.1719
O  -0.0579  -0.1202  0.4879
O  0.3439  0.4469  -0.338
O  0.1715  0.1318  -0.4059
O  -0.0658  -0.0623  0.1222
O  -0.0324  -0.0778  0.4866
O  0.1064  0.2037  -0.3153
O  -0.0381  0.1027  0.285
O  0.7447  0.4055  0.0903
O  -0.1573  0.1424  -0.4631
O  -0.3099  0.3403  -0.1135
O  0.3165  0.08  -0.3381
O  0.2386  0.0435  0.3128
O  0.0558  0.0535  -0.1643
O  -0.3054  0.4828  -0.1668
O  -0.448  -0.1663  -0.1686
O  0.4449  -0.2581  -0.0881
O  -0.053  -0.1164  -0.5046
O  -0.0381  -0.4301  -0.4362
O  0.0487  -0.2931  -0.0826
O  0.0641  -0.5339  -0.1595
O  0.1473  -0.2012  -0.1759
O  -0.3706  0.0666  -0.2885
O  0.3799  0.0021  -0.3159
O  0.3569  0.1618  -0.291
O  0.3632  -0.1423  0.0781
O  0.0666  0.0989  -0.3736
O  0.0421  0.4052  0.114
O  -0.2997  -0.0734  -0.0751
O  0.3047  0.1479  0.1434
O  -0.074  -0.0748  0.0591
O  -0.0993  0.4633  0.0723
O  0.4744  0.2471  -0.1037
O  0.3556  -0.1987  0.0179
O  0.3598  -0.0692  0.1436
O  0.0302  0.307  -0.179
O  0.0611  -0.1902  -0.6414
O  0.0575  0.4621  -0.2584
O  0.2782  -0.2334  0.1251
O  -0.0971  0.0033  -0.1926
O  0.0861  -0.3931  -0.0728
O  -0.0806  -0.3174  0.1052
O  -0.4834  0.1226  -0.1295
O  0.0604  0.0158  0.1344
O  0.0289  -0.1677  0.1403
O  0.3208  0.5548  -0.0005
O  0.3882  0.0652  0.7256
O  0.323  -0.3651  -0.2494
O  0.0926  0.4088  0.299
O  0.3864  0.065  0.1085
O  -0.343  -0.4202  -0.3985
O  0.2705  0.0202  0.4973
O  0.0876  -0.1354  0.1272
O  0.5833  -0.3807  0.0301
O  -0.1827  0.4462  -0.4721
O  0.0889  -0.1778  -0.2671
O  0.2925  0.0437  0.2075
O  -0.1558  -0.1428  -0.3249
O  0.094  0.2998  -0.2706
O  0.0205  -0.3173  0.3742
O  0.489  -0.4664  0.0772
O  0.1577  0.1255  0.1278
O  -0.3197  0.3494  0.1725
O  0.3785  -0.2091  0.1511
O  -0.1521  -0.5521  0.2034
O  0.1584  -0.3223  0.1946
O  0.0691  0.0785  -0.13
O  -0.3272  -0.1351  -0.1577
O  -0.0189  -0.1532  -0.1124
O  -0.2848  -0.1196  0.339
O  -0.3851  -0.2726  -0.4278
O  -0.1031  -0.3901  0.0568
O  0.602  -0.2152  -0.2907
O  -0.0733  -0.245  -0.2254
O  0.0892  -0.0697  0.2806
O  -0.1948  -0.1684  -0.0538
O  -0.2248  -0.5807  0.2825
O  -0.352  -0.406  0.1051
O  -0.2764  0.4782  0.2818
O  -0.1014  0.3704  -0.4789
O  -0.2495  0.1758  -0.1917
O  0.2028  0.0272  0.4084
O  -0.2478  -0.6382  0.4846
O  0.1797  0.2706  0.2427
O  0.4505  0.3885  0.0962
O  -0.2065  0.4065  -0.2521
O  -0.3397  0.0227  0.3132
O  0.1345  0.0408  -0.2942
O  0.2244  0.2467  -0.257
O  0.0492  -0.1455  0.1049
O  0.3971  -0.0401  -0.3097
O  -0.3789  0.1289  -0.0256
O  0.0254  0.1226  0.5162
O  0.1903  0.1993  -0.6226
O  0.3486  0.2407  -0.2083
O  -0.2087  -0.3717  0.2071
O  -0.2381  -0.3905  -0.5245
O  0.787  0.2004  0.141
O  0.0071  0.6105  -0.0684
O  0.0768  0.0103  0.0984
O  -0.6105  0.1771  0.0103
O  0.0566  -0.4059  0.3649
O  0.4845  0.0744  0.4994
O  -0.1115  -0.1059  0.211
O  0.3899  -0.4075  0.344
O  0.5735  0.0734  -0.3615
O  0.1635  -0.3079  -0.5026
O  -0.2423  -0.2864  -0.4702
O  0.2285  0.0832  -0.682
O  0.1387  -0.3168  0.2211
O  -0.2855  0.1755  -0.3038
O  -0.3091  0.2647  -0.0642
O  0.7448  -0.1233  -0.0999
O  -0.1018  0.3968  -0.032
O  -0.0436  -0.2972  -0.0524
O  -0.2249  0.1261  0.1016
O  -0.2914  0.0232  0.3122
O  -0.1916  0.0658  0.7805
O  -0.1478  -0.2455  0.3242
O  -0.2  0.4484  -0.0409
O  0.5066  0.1418  0.0055
O  0.1442  -0.3216  0.0599
O  -0.0245  0.2415  -0.0336
O  -0.3339  -0.1184  0.145
O  -0.0243  0.3288  0.0174
O  0.3701  0.0694  -0.1568
O  0.4272  0.1232  -0.0351
O  -0.1181  -0.3137  -0.5235
O  -0.1145  -0.3218  -0.4878
O  0.5659  0.0043  -0.5868
O  -0.0148  -0.2003  -0.1023
O  -0.2396  0.0483  -0.2704
O  0.578  0.3198  0.2905
O  0.5709  0.233  -0.405
O  -0.0393  -0.421  -0.0558
O  -0.4626  -0.4922  0.2255
O  0.1038  0.5502  0.0943
O  -0.1352  0.2245  0.4308
O  0.3373  -0.1535  0.2636
O  -0.1177  0.2149  0.6735
O  -0.0218  0.3008  -0.5355
O  0.2607  0.0934  -0.6366
O  -0.0839  0.1457  -0.4949
O  -0.0925  -0.2282  0.0216
O  -0.0776  0.0227  -0.6345
O  -0.3763  0.146  0.476
O  -0.7007  -0.17  0.4626
O  -0.3314  0.3663  -0.0625
O  -0.207  -0.0351  -0.3297
O  -0.612  -0.0946  -0.0076
O  0.2369  -0.2411  -0.4892
O  -0.2643  0.1286  -0.3345
O  0.1741  -0.172  0.412
O  -0.1921  0.1588  -0.2964
O  0.2315  0.1813  -0.0268
O  -0.1802  0.4536  0.0963
O  -0.1984  -0.0486  -0.3883
O  0.2001  -0.0537  -0.4009
O  -0.4428  -0.6588  0.1822
O  0.1406  -0.164  0.4993
O  0.1224  -0.1608  -0.3915
O  -0.2105  0.4658  -0.3598
O  0.0174  -0.3055  -0.1971
O  0.2775  0.2415  -0.0705
O  0.0667  -0.249  -0.6305
